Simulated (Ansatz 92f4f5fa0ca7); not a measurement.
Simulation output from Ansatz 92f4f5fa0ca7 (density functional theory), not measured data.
Periodic cell of 215 atoms, Si132O82As1, from a study of silicon, its oxide and their interface. The atomic structure is a simulated model.
Doubt: the cutoff is far below the 930 eV that the study's wrapper takes by default for these files, so forces and energies are approximate.
This geometry differs little from another in the collection (a relaxation step or a small displacement).

Settings
functional: PBE
potential files: Ansatz PAW
basis: plane waves
wave-function cutoff: 580 eV
density cutoff ratio: 5
exchange-correlation grid ratio: 1
k mesh: 1 x 1 x 1, Gamma-centred
self-consistency stop: 5e-08 eV per atom in the density residual
occupations: fixed
spin: none
net charge: +1 e, with a uniform compensating background and no finite-size correction

Cell vectors (angstrom)
a	10.938	0	0
b	0	10.938	0
c	0	0	31.5432

Atoms: element, x, y, z (angstrom)
Si	10.4351	0.5743	24.3317
Si	6.0453	10.503	24.1447
Si	2.1297	3.2468	24.0743
Si	8.7026	2.2569	24.3021
Si	0.5019	5.0546	24.1599
Si	5.0553	5.8924	24.1855
Si	3.3984	7.6494	24.1558
Si	7.8317	8.8286	23.9812
Si	1.3415	1.4809	25.4494
Si	6.9235	1.2972	25.4993
Si	4.0272	4.1	25.3165
Si	9.6706	4.0935	25.4179
Si	1.5017	6.8131	25.3663
Si	6.8995	6.9474	25.2307
Si	4.2341	9.5297	25.3418
Si	9.5286	9.6411	25.4283
Si	2.7799	0.007	26.6325
Si	8.2288	-0.0296	26.9385
Si	0.0192	2.7671	26.9121
Si	5.4502	2.7348	26.6554
Si	2.7629	5.4361	26.8303
Si	8.2275	5.5238	26.6187
Si	0.0416	8.2105	26.641
Si	5.5604	8.1941	26.7872
Si	4.109	1.3687	28.0611
Si	9.5964	1.3697	28.2342
Si	1.3957	4.1207	28.2305
Si	6.8378	4.1341	28.0111
Si	4.163	6.8197	28.1348
Si	9.5986	6.8508	28.0426
Si	1.3931	9.5907	28.0341
Si	6.8528	9.5331	28.2333
Si	0.0526	-0.023	29.5191
Si	5.4479	0.0125	29.4771
Si	2.7699	2.7081	29.5173
Si	8.1727	2.7739	29.464
Si	-0.0174	5.504	29.4878
Si	5.5114	5.4466	29.4962
Si	2.7508	8.2143	29.4288
Si	8.2578	8.16	29.5238
Si	1.3925	1.3586	30.8952
Si	6.8168	1.3808	30.8234
Si	4.1296	4.0873	30.8781
Si	9.5511	4.1203	30.8341
Si	1.3762	6.8635	30.8145
Si	6.873	6.8	30.8862
Si	4.0906	9.5756	30.8274
Si	9.6064	9.55	30.8881
Si	2.7516	-0.0317	0.7023
Si	8.1805	0.0103	0.6482
Si	-0.0302	2.7494	0.6624
Si	5.4879	2.7082	0.7041
Si	2.7082	5.4803	0.6505
Si	8.2212	5.4307	0.7266
Si	0.038	8.1711	0.7058
Si	5.4664	8.2125	0.6462
Si	4.1054	1.3406	2.0628
Si	9.5204	1.3831	2.0204
Si	1.3182	4.1359	2.0347
Si	6.8557	4.0474	2.082
Si	4.0883	6.8533	2.0057
Si	9.6112	6.7949	2.0681
Si	1.3759	9.5617	2.0739
Si	6.8351	9.5574	2.0405
Si	-0.0644	-0.01	3.3386
Si	5.5119	0.0149	3.4584
Si	2.6892	2.7324	3.3307
Si	8.192	2.6824	3.5088
Si	-0.0165	5.4539	3.5273
Si	5.446	5.4627	3.3207
Si	2.7033	8.1508	3.4523
Si	8.2354	8.1834	3.3701
Si	1.2745	1.3785	4.6528
Si	6.8489	1.3046	4.9483
Si	4.0568	4.1153	4.6476
Si	9.532	4.0564	4.9142
Si	1.3473	6.855	4.9249
Si	6.8471	6.7868	4.6622
As	4.1047	9.5568	4.9065
Si	9.5709	9.5644	4.7527
Si	2.5645	0.0883	6.1373
Si	8.2352	-0.1378	6.2822
Si	-0.0205	2.6421	6.2101
Si	5.3746	2.7745	6.0784
Si	2.7471	5.4142	6.1505
Si	8.0894	5.4368	6.1891
Si	-0.0136	8.2937	6.2448
Si	5.6148	8.0925	6.1895
Si	3.4887	1.9551	7.2061
Si	10.0224	0.8298	7.492
Si	1.7589	3.6519	7.3712
Si	6.2111	4.5239	7.4013
Si	4.6146	6.2904	7.2865
Si	9.1616	7.1777	7.3431
Si	0.8779	10.1324	7.556
Si	7.4292	8.9012	7.524
O	4.563	6.6057	8.9005
O	1.372	3.9784	8.948
O	9.7453	6.5377	8.7509
O	1.3058	10.1041	9.1689
O	6.0675	4.212	9.0299
O	3.7009	1.6096	8.7864
O	7.1444	8.9704	9.1592
O	9.6449	1.0746	9.0828
O	8.232	2.5404	22.7515
O	10.9908	5.5593	22.6504
O	5.6241	0.1039	22.647
O	5.2948	5.3975	22.6276
O	2.1519	2.7981	22.4772
O	3.3307	7.8621	22.5108
O	8.3824	8.7467	22.4092
O	-0.1626	11.2325	22.7509
Si	2.1559	2.9659	12.8993
Si	8.6832	1.3132	10.38
Si	1.0647	4.5004	15.3493
Si	7.5446	5.5845	12.2127
Si	2.4148	8.1837	21.205
Si	5.4087	7.7884	12.4878
Si	9.2644	0.4523	15.5111
Si	2.9144	-0.0359	16.6656
Si	10.472	1.1525	12.6188
Si	7.764	2.831	21.2311
Si	9.1232	8.782	14.4742
Si	1.4653	4.7703	10.3787
Si	4.4856	9.4844	19.135
Si	11.0742	6.1014	21.1139
Si	6.6141	10.4493	14.854
Si	5.3892	0.733	21.1696
Si	2.3453	9.7998	10.4115
Si	0.4311	10.6348	21.3784
Si	5.854	5.2544	21.1152
Si	3.6318	7.0808	10.131
Si	9.0436	5.6831	14.8501
Si	3.6557	4.0846	19.088
Si	10.0316	3.6642	19.3235
Si	4.2523	8.6726	15.3715
Si	0.4554	1.9211	17.163
Si	6.7939	7.5346	19.2411
Si	5.2589	3.6254	16.7424
Si	7.7828	5.009	17.5291
Si	6.658	9.9281	10.3969
Si	4.3817	1.0476	10.1281
Si	-0.0392	9.0871	11.9187
Si	9.1033	8.6346	20.9306
Si	4.557	1.6678	14.5851
Si	2.447	2.0839	21.0378
Si	6.3341	3.3391	10.3885
Si	3.4325	5.9175	16.7329
Si	9.8766	6.536	10.3728
O	0.1254	2.6326	18.5905
O	2.9218	9.6374	15.5884
O	10.8612	4.8056	20.1514
O	7.584	2.412	9.9356
O	10.9195	5.34	10.8144
O	6.5929	6.7382	12.8708
O	10.3247	8.0601	10.7845
O	7.6614	9.455	14.0039
O	8.4056	6.215	10.9798
O	5.3599	10.477	20.0796
O	2.1649	3.7256	11.4319
O	7.9762	8.5469	19.752
O	6.2074	6.7325	20.5424
O	5.5119	2.719	15.4093
O	1.305	0.928	20.697
O	6.04	9.0528	11.6292
O	4.6235	4.9935	16.1133
O	6.5943	3.9012	17.6414
O	10.5275	10.6666	11.8112
O	5.582	0.4981	13.992
O	8.0193	5.0797	15.9326
O	9.7291	9.8127	15.5948
O	-0.395	5.154	15.1302
O	1.5739	6.8333	20.8076
O	1.5022	0.6411	17.1851
O	6.5978	1.7687	20.8057
O	1.0194	1.7822	12.8377
O	3.2399	5.498	18.325
O	9.5361	2.0135	11.5902
O	1.0153	3.099	16.1815
O	8.5864	5.143	13.3799
O	10.268	8.5769	13.3198
O	1.4444	9.4	21.6811
O	10.0776	9.9396	20.6058
O	3.1812	0.2052	10.8901
O	5.0805	2.357	10.8395
O	1.7329	4.1536	13.9129
O	7.9139	10.8728	10.8608
O	9.1328	4.4705	18.2363
O	5.6341	9.4992	15.7759
O	5.5299	-0.0344	9.7442
O	3.5971	2.3092	13.3946
O	1.982	5.6459	16.0458
O	9.7126	1.0377	14.0469
O	4.3903	6.9376	11.5453
O	4.7535	4.486	20.2129
O	9.9532	1.3433	16.657
O	6.6677	4.3212	11.6476
O	5.5834	8.4068	18.5732
O	9.0784	2.7344	20.2736
O	3.6026	1.1364	15.7843
O	4.2124	3.0781	17.8996
O	9.9192	7.2232	20.8914
O	3.3423	8.6559	9.8228
O	3.9316	7.4284	16.3792
O	7.6305	0.4827	15.7059
O	8.9157	7.2951	15.0522
O	3.9316	1.4393	21.1443
O	1.5915	9.1301	11.7099
O	2.3173	6.1424	10.1709
O	7.3481	6.4596	18.142
O	7.2189	4.3644	21.1209
O	4.54	8.2428	13.8021
O	3.3332	8.6613	19.9561
O	2.4905	3.2419	19.8725
O	3.7458	10.3722	17.9757

Results
free energy: -135411.032 eV
free energy less fixed offsets of As -4856.12, O -568.88, Si -635.61 eV per atom: -6.232 eV

Forces (eV/angstrom), in the order of the atoms: element, x, y, z
Si	0.0015	0.0023	0.0156
Si	0.0049	-0.0025	0.0188
Si	0.0002	0.002	0.0198
Si	-0.0002	-0.0043	0.0184
Si	0.0048	-0.0053	0.021
Si	0.0002	0.005	0.0193
Si	0.0004	-0.0024	0.0164
Si	-0.0089	-0.0008	0.0204
Si	0.0044	-0.0058	-0.0108
Si	-0.006	0.004	-0.0128
Si	-0.0006	-0.001	-0.0073
Si	-0.0004	0.0043	-0.0106
Si	-0.0043	0.0024	-0.0091
Si	0.0017	-0.0023	-0.0053
Si	-0.0009	0.0013	-0.0056
Si	0.0029	-0.0056	-0.0131
Si	-0.0025	-0.0004	0.0013
Si	0.0002	-0.0008	0.0361
Si	-0.0004	-0.0001	0.0319
Si	0.0015	0.0003	0.0001
Si	0.0074	0.0024	0.023
Si	-0.0036	-0.001	0.0017
Si	0.0012	0.0011	0.001
Si	-0.0005	-0.0027	0.0175
Si	0.0002	-0.0041	-0.0043
Si	0.0006	0.0031	-0.0179
Si	-0.0092	0.001	-0.0133
Si	0.0001	0.0058	-0.0057
Si	0.0019	-0.0028	-0.0195
Si	0.0006	-0.0019	-0.0067
Si	0.0039	0.0019	-0.0065
Si	0.0061	0.005	-0.0136
Si	-0.0048	0.0039	0.0042
Si	0.0036	-0.0046	0.0075
Si	-0.0011	0.0047	0.0048
Si	0.005	-0.0077	0.0052
Si	0.0096	-0.0047	0.0044
Si	-0.0035	0.0034	0.0022
Si	0.0018	-0.0021	0.0082
Si	-0.0058	0.0066	0.0031
Si	0.0053	-0.0063	0.0009
Si	-0.0046	0.0038	-0.002
Si	0.0056	-0.0038	-0.0003
Si	-0.0055	0.0041	-0.0034
Si	-0.0061	0.0041	-0.0019
Si	0.0032	-0.0052	0.0012
Si	-0.0034	0.0044	-0.0016
Si	0.0048	-0.0045	-0.0007
Si	0.0046	-0.0019	0.0041
Si	-0.0022	0.0023	0.0055
Si	-0.0029	0.0036	0.0037
Si	-0.0005	-0.0042	0.0046
Si	-0.0008	0.0033	0.0029
Si	0.0037	-0.0007	0.0041
Si	0.0045	-0.0011	0.0052
Si	-0.003	0.0044	0.0018
Si	-0.002	0.0018	-0.0056
Si	0.0085	-0.0116	-0.0001
Si	0.0058	-0.0067	-0.0003
Si	-0.0068	0.0056	-0.0107
Si	0.0082	-0.0073	0.0007
Si	-0.0059	0.0055	-0.0042
Si	-0.0061	0.0012	-0.0102
Si	0.0022	0.0005	-0.0011
Si	0.0042	0.0134	0.0132
Si	-0.0013	0.0019	-0.01
Si	0.0062	0.0033	0.0242
Si	0.0017	-0.0013	0.0072
Si	-0.0048	0.0055	0.0064
Si	-0.0062	0.0009	0.0141
Si	-0.0028	0.0028	-0.004
Si	0.003	-0.0125	0.016
Si	-0.0082	0.0005	-0.0333
Si	0.0005	-0.0006	-0.0015
Si	-0.0092	-0.0068	-0.0375
Si	0.0043	0.0007	-0.0017
Si	0	-0.0035	-0.0017
Si	0.0051	0.0038	-0.0281
As	0.0038	-0.0052	0.0066
Si	-0.0076	-0.0017	-0.0167
Si	-0.0039	-0.0077	0.0072
Si	-0.0037	-0.002	0.0074
Si	-0.0096	-0.003	0.0074
Si	0.0124	-0.0046	0.0069
Si	-0.0052	0.005	0.0102
Si	0.0078	-0.0046	0.0011
Si	0.0077	0.0014	0.0028
Si	0	0.0028	0.0135
Si	-0.0025	0.0091	-0.0053
Si	0.0098	-0.0023	-0.0268
Si	0.006	-0.0066	-0.0297
Si	-0.0023	0.009	-0.0259
Si	0.0035	-0.0071	-0.025
Si	-0.0108	0.0121	-0.0164
Si	-0.0136	0.0087	-0.029
Si	0.01	-0.0067	-0.0358
O	-0.0113	0.0089	0.0324
O	-0.0044	0.0139	0.0329
O	0.0107	-0.007	0.0356
O	0.018	-0.0043	0.0336
O	0.0006	-0.0137	0.0356
O	0.0201	-0.0144	0.0348
O	-0.011	0.012	0.0391
O	-0.0159	0.006	0.0342
O	-0.0097	0.0074	-0.0237
O	-0.0053	0.0109	-0.0237
O	-0.0093	0.0135	-0.0229
O	0.0085	-0.0082	-0.0253
O	0.0048	-0.0129	-0.0258
O	-0.0091	0.0062	-0.0205
O	0.0141	-0.0024	-0.0239
O	0.0102	-0.0094	-0.022
Si	-0.0069	0.0013	0.003
Si	-0.0037	-0.0041	-0.0123
Si	0.0038	-0.0026	0.0021
Si	-0.0057	-0.0014	0.0034
Si	0.0034	-0.0073	0.0061
Si	0.0024	-0.0017	-0.0025
Si	0.0035	0.0022	-0.0004
Si	0.0038	0.0007	0.0063
Si	-0.0008	-0.0006	0.003
Si	0.0027	-0.0074	0.0023
Si	0.0051	-0.0034	0.0051
Si	-0.0054	-0.0012	-0.0145
Si	0.0008	0.0022	0.0006
Si	0.0029	0.0003	0.0041
Si	0.0016	-0.0009	0.0105
Si	0.0045	-0.0075	0.0026
Si	-0.0021	0.0089	-0.0117
Si	-0.0076	0.0057	0.0011
Si	-0.0041	0.0027	0.0081
Si	0.0051	-0.0056	-0.0134
Si	-0.0045	-0.002	0.0028
Si	0.0002	-0.0056	0.0039
Si	-0.0026	0.0029	-0.0004
Si	0.0029	0	0.0014
Si	-0.0026	0.0011	0.0024
Si	0.0017	0.0017	-0.0015
Si	0	-0.0013	0.003
Si	0.0026	0.0039	0.0008
Si	0.0001	-0.0003	-0.0202
Si	-0.0003	0.0014	-0.0205
Si	0.0057	-0.0043	0.0009
Si	-0.0014	0.0043	0.0043
Si	-0.0053	0.0017	0.0042
Si	-0.0065	0.0025	0.0072
Si	0.0008	0.0032	-0.0136
Si	-0.0005	-0.0013	0.0036
Si	0.0063	-0.0066	-0.0125
O	0.0034	-0.0039	0.0005
O	-0.0009	-0.0002	-0.0056
O	-0.0039	-0.01	-0.0025
O	0.001	-0.0008	0.0023
O	-0.0022	0.0016	-0.0051
O	-0.0005	0.0026	-0.0083
O	0.0063	0.0141	0.0033
O	-0.0019	0.0008	-0.0066
O	-0.0104	-0.0049	0.0006
O	-0.0047	-0.0083	-0.0005
O	0.0056	-0.0124	0.0096
O	-0.0078	-0.003	-0.0021
O	0.0026	0.0051	0.0011
O	0.0002	0.0017	-0.0027
O	0.0021	0.001	0.0053
O	-0.0096	-0.0129	0.0056
O	-0.0022	0.0012	-0.0017
O	-0.0025	-0.0021	0.0005
O	-0.0011	0.0063	-0.0035
O	0	0.0008	-0.006
O	0.0006	-0.001	-0.0025
O	-0.0004	0.0001	-0.002
O	0.0022	0.0004	-0.0037
O	-0.0007	0	0.0061
O	0.0002	-0.0001	-0.0004
O	-0.0001	0.0026	0.0077
O	-0.0011	-0.0006	-0.0071
O	0.0001	0.0036	-0.0012
O	0.0106	0.0002	0.0028
O	0	0.0009	-0.0019
O	0.0057	0.0008	0.0036
O	-0.009	0.0003	0.0054
O	-0.0004	0.0002	0.0048
O	-0.002	-0.003	0.0047
O	-0.0009	-0.0012	-0.0064
O	-0.0002	-0.0034	-0.0096
O	-0.0048	0.0041	0.004
O	0.0024	0.0062	-0.0063
O	-0.0043	0.0025	-0.001
O	0.0003	0	-0.0015
O	-0.0084	0.0099	0.0049
O	0.0048	-0.0023	-0.0022
O	-0.0007	-0.0014	-0.0057
O	-0.0043	-0.0027	0.0052
O	0.0127	0.004	0.0086
O	-0.0087	-0.0036	-0.0021
O	-0.0002	-0.0005	0.0014
O	0.0052	0.0098	0.0001
O	-0.0012	0.0005	0.0027
O	0.0075	0.0037	-0.0014
O	-0.0013	-0.0024	-0.0017
O	0.0035	0.001	-0.0033
O	0	-0.0004	0.0063
O	-0.0035	0.002	-0.0002
O	-0.0014	-0.0023	-0.0023
O	-0.0005	-0.0002	-0.0024
O	-0.0013	0.0012	-0.0023
O	0.0034	0.0005	0.0076
O	-0.0126	-0.0025	0.0003
O	0.0009	-0.0001	-0.0039
O	0.0013	-0.0058	-0.0012
O	-0.0006	-0.0003	0.0065
O	-0.0057	0.0046	0.0055
O	0.0092	0.0051	-0.004
O	0.0044	0.0098	-0.0037
O	-0.005	0.0018	-0.0053

The program warned: the cutoff lies below the one the program advises for these potential files; the exchange-correlation potential is rough where the density is thin.
